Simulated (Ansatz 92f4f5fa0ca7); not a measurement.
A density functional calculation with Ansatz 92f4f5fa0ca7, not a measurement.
Periodic cell of 189 atoms, Si117O72, from a study of silicon, its oxide and their interface. The atomic structure is a simulated model.

Settings
functional: PBE
potential files: Ansatz PAW
basis: plane waves
wave-function cutoff: 700 eV
density cutoff ratio: 5
exchange-correlation grid ratio: 2
k mesh: 2 x 2 x 1, shifted by 0.5 0.5 0.5 of a step
self-consistency stop: 5e-08 eV per atom in the density residual
occupations: Fermi-Dirac, 0.05 eV
spin: none
net charge: 0

Cell vectors (angstrom)
a 11.5983 0 0
b 0 11.5983 0
c -1.8974 -4.6074 24.9572

Atoms and the computed forces on them: element, x, y, z (angstrom), force x, y, z (eV/angstrom)
Si 4.2606 8.0571 -0.316 -0.1535 0.0702 -0.4816
Si 4.4457 -0.4318 0.1451 -0.0539 -0.035 -0.655
Si 4.4165 2.6359 -0.3786 -0.0228 -0.045 -0.4416
Si 8.0827 7.9187 -0.3601 0.0364 0.168 -0.0304
Si 8.2322 -0.5867 0.0327 -0.0778 -0.0807 -0.5403
Si 8.2263 2.4797 -0.362 0.057 0.0341 -0.4588
Si 12.2652 6.5616 -0.4789 0.0206 -0.1295 -0.3177
Si 12.2205 0.3218 -0.4046 0.0791 -0.0598 -0.512
Si 12.1531 3.4025 -0.0293 -0.0724 0.1518 -0.4052
Si 6.2104 7.3959 0.9684 -0.0084 0.0898 -0.1569
Si 6.3612 -0.497 1.4177 0.0892 -0.0617 -0.2202
Si 6.328 3.2021 0.9328 0.0175 -0.0684 -0.1189
Si 10.1973 7.2462 0.7357 -0.0455 -0.0397 -0.2083
Si 10.3356 -0.4456 1.0178 0.2007 0.1465 -0.159
Si 10.0914 3.2716 1.0637 -0.1276 -0.1148 -0.2296
Si 14.0219 7.2753 1.0237 0.0423 -0.0086 -0.0408
Si 13.9667 -0.3623 1.1561 -0.1726 0.0691 -0.1722
Si 14.1742 3.3269 1.1083 0.2023 -0.0943 -0.1961
Si 6.2725 -2.4866 2.559 -0.0674 -0.1005 0.2917
Si 6.3351 1.5004 2.5605 -0.0144 0.0382 0.3203
Si 6.2981 5.3068 2.2082 0.0081 0.0073 -0.1579
Si 10.3043 -2.4704 2.2844 -0.0089 -0.0745 -0.0846
Si 10.2159 1.4056 2.4876 -0.0002 0.0261 0.1804
Si 10.0853 5.3482 2.2611 0.0321 0.013 -0.0255
Si 13.9219 -2.3959 2.4047 -0.1244 -0.0189 0.1121
Si 14.0631 1.4816 2.5561 0.0127 0.0699 0.3011
Si 14.169 5.3361 2.385 0.0553 0.0367 0.0963
Si 4.2911 -2.4209 3.8028 0.1171 -0.0563 -0.0803
Si 4.397 1.446 3.8974 0.0059 0.0533 -0.0497
Si 4.4716 5.3288 3.7585 -0.156 -0.0425 -0.0164
Si 8.3236 -2.4486 3.7196 -0.0248 -0.0785 -0.0808
Si 8.287 1.4359 3.86 -0.0309 0.109 0.0039
Si 8.1905 5.3487 3.6734 0.1317 0.0126 0.0228
Si 12.0763 -2.4393 3.8251 0.0572 0.0229 -0.0275
Si 12.1218 1.4566 3.8803 0.0365 -0.0557 0.0177
Si 12.1077 5.322 3.6616 -0.047 -0.0072 -0.1355
Si 4.3899 7.2538 5.1611 -0.0399 0.0241 0.0172
Si 4.385 -0.5241 5.1897 -0.1016 0.0241 0.0498
Si 4.4129 3.4192 5.1634 0.0404 0.0023 0.0133
Si 8.2588 7.2464 5.1143 0.0191 -0.0426 -0.0185
Si 8.2501 -0.5475 5.141 0.0133 -0.02 -0.0136
Si 8.2581 3.4377 5.1097 0.0137 0.0006 -0.0277
Si 12.1113 7.219 5.1407 0.0516 0.0793 -0.0196
Si 12.1107 -0.5215 5.1994 -0.0248 -0.0389 0.0154
Si 12.1295 3.4394 5.1344 -0.0074 -0.0116 0.0185
Si 6.3387 7.2656 6.5206 0.0731 0.1147 0.0225
Si 6.3239 -0.5278 6.5361 0.0161 -0.0146 0.0972
Si 6.344 3.4088 6.5121 -0.0578 -0.0735 0.0217
Si 10.1751 7.2576 6.5095 -0.0605 -0.0725 -0.0209
Si 10.1522 -0.5335 6.5204 -0.0277 0.0959 -0.003
Si 10.1839 3.4203 6.4708 -0.0182 0.0418 -0.0474
Si 2.4528 7.2632 6.5317 0.0041 -0.1335 -0.0342
Si 2.4659 -0.5604 6.5528 0.0898 0.083 0.008
Si 2.4793 3.4138 6.512 -0.0091 -0.018 -0.0404
Si 6.2929 -2.4298 7.9594 0.041 -0.1417 -0.0555
Si 6.3412 1.4531 7.8548 0.0032 0.0161 0.1274
Si 6.3541 5.3257 7.8879 -0.0221 0.1167 -0.0206
Si 10.0935 -2.4212 7.9402 0.0456 -0.0575 0.0928
Si 10.1349 1.4481 7.7781 -0.0349 -0.0798 0.1415
Si 10.2496 5.325 7.836 -0.0363 0.0749 0.0635
Si 2.4783 -2.4484 8.0074 0.014 -0.0374 0.0862
Si 2.4784 1.4171 7.8098 0.044 -0.0244 0.1467
Si 2.5012 5.3408 7.8743 -0.0394 0.1553 0.0444
Si 4.4555 -2.5495 9.4521 0.0034 0.1579 0.1893
Si 4.401 1.3903 9.2266 -0.1637 -0.0171 -0.1526
Si 4.4195 5.4061 9.2699 -0.0164 -0.0649 -0.026
Si 8.1541 -2.3595 9.4032 0.0215 0.1651 0.1623
Si 8.2719 1.4774 9.2572 0.0311 0.0553 -0.0737
Si 8.3341 5.3495 9.1792 0.0466 -0.0224 -0.1597
Si 12.0467 -2.4047 9.2688 -0.0614 0.1008 -0.0347
Si 12.0838 1.3982 9.0747 0.0183 -0.0844 -0.1526
Si 12.1719 5.3223 9.2074 0.1203 0.0125 -0.0677
Si 4.5024 7.1084 10.9727 0.0754 -0.0725 0.1715
Si 4.4035 -0.5244 10.7149 -0.174 0.0135 0.1712
Si 4.4236 3.42 10.4698 -0.1851 -0.1572 0.1839
Si 8.2235 7.1854 10.6105 -0.0002 -0.0181 0.0903
Si 8.0849 -0.328 10.8153 -0.0239 0.0777 0.1361
Si 8.4421 3.4748 10.5622 0.1535 -0.1709 0.2639
Si 12.1536 7.2517 10.577 -0.0376 -0.1421 -0.0311
Si 11.9239 -0.4265 10.5664 -0.0813 0.1254 0.3712
Si 12.2552 3.2947 10.3876 -0.0264 -0.1015 0.3027
Si 6.6132 6.4509 12.2552 0.0762 -0.1632 0.2216
Si 6.1234 0.3005 12.2272 -0.0353 0.0973 0.1844
Si 6.4015 3.4079 11.6684 0.0156 -0.0488 0.3074
Si 10.1985 7.3164 11.8572 -0.0489 0.2653 0.3198
Si 10.0332 0.0959 12.0785 0.1017 0.0954 -0.1683
Si 10.4802 3.2012 11.9057 0.2531 -0.0652 -0.0044
Si 2.3495 6.8906 12.046 0.0168 0.3202 0.3682
Si 2.3063 -0.2197 11.8082 -0.0408 -0.1223 0.0932
Si 2.5322 2.9038 11.826 0.0227 -0.0644 -0.0835
Si 12.1586 3.1816 22.2586 0.0747 -0.0987 -0.2261
Si 10.2939 9.4973 13.9494 -0.0115 -0.1385 0.119
Si -0.1922 6.2313 21.7738 0.1559 0.1084 -0.5502
Si 1.0397 6.8086 17.6196 -0.1028 -0.0764 0.2891
Si 4.9909 3.2756 19.3721 -0.0599 0.1753 -0.1156
Si 12.7004 4.4645 13.4927 0.1281 -0.1379 0.1325
Si 13.0095 -1.1037 14.8106 0.2979 0.1851 0.2073
Si 9.0254 -4.9244 19.8927 -0.1904 0.1258 -0.1141
Si -1.8709 -5.8788 17.0634 0.1993 -0.0476 0.3743
Si 6.1545 2.8678 16.6671 -0.0514 0.089 0.3251
Si 3.4727 -1.3905 16.7169 0.0306 -0.1051 0.3019
Si 6.2346 2.1345 21.8108 0.0115 0.0829 -0.5096
Si 7.8408 -2.143 19.414 0.1508 -0.0226 -0.1007
Si 1.9699 -3.8278 20.2869 0.0374 -0.0841 -0.257
Si 8.7686 7.014 14.3781 -0.0952 -0.1166 0.138
Si 2.383 6.5848 14.9992 0.2768 0.2823 0.5094
Si 5.093 -5.7021 16.3284 -0.0218 -0.109 0.4215
Si 0.8266 1.0045 20.1207 -0.1644 -0.129 -0.2038
Si 6.0627 -2.7679 16.865 -0.1501 0.0248 0.3464
Si 3.2287 5.5174 18.868 0.074 -0.121 0.0912
Si 1.0539 -0.0623 17.4713 0.0482 -0.0311 0.0931
Si 7.6326 4.2358 20.3506 -0.0433 0.1832 -0.2762
Si 9.0786 2.9935 17.9868 0.0296 -0.0172 0.0248
Si -1.5028 0.0539 18.7526 -0.0137 -0.0674 0.0483
Si 6.0533 -0.8043 21.6565 -0.038 -0.0276 -0.4648
Si 2.8774 -1.0496 21.5352 -0.0072 -0.062 -0.514
Si 5.7434 -0.0383 15.389 -0.0869 0.0268 0.4002
O 4.4315 -1.8995 -0.6949 -0.0937 -0.1206 0.4602
O 6.702 -1.7131 20.4781 -0.1192 0.0656 0.2698
O 4.4515 -0.6415 21.391 0.0258 -0.0125 0.146
O 4.506 0.9926 -0.7718 -0.1437 0.2088 0.4017
O 1.8877 7.3689 16.3445 0.0565 -0.119 -0.2769
O 2.6439 -2.4203 20.6872 0.0173 0.1012 0.2066
O 6.3314 -1.3839 23.133 0.0857 -0.1184 0.366
O 12.1849 1.9461 -0.9079 -0.0202 -0.3062 0.5287
O -1.0858 6.2973 20.4026 0.1734 -0.0577 0.3099
O 1.9376 0.1058 20.8808 0.0969 -0.0767 0.1698
O 3.7933 7.4412 -1.8026 0.2165 0.0652 0.2348
O 7.3867 3.2829 21.6415 -0.016 -0.1676 0.1096
O 1.8043 5.326 12.2489 -0.0037 0.0982 0.0378
O 4.3817 3.4104 -1.8481 -0.0751 -0.1572 0.5583
O 5.1158 2.5383 17.9142 0.1214 -0.0153 -0.0633
O 3.9268 6.0644 15.193 -0.149 0.0142 -0.2009
O 6.8154 0.6401 21.5869 0.0295 -0.0224 0.1589
O 5.782 -7.2042 16.0877 0.0336 0.0386 -0.0993
O 6.2729 1.9535 12.4966 0.0468 -0.1796 -0.1947
O 2.3478 -1.0183 17.8455 -0.0144 0.0487 -0.1471
O 1.8211 -0.6709 13.3183 0.0308 -0.0414 -0.2312
O 7.2561 7.0228 13.7054 -0.1473 -0.0662 -0.281
O 9.8297 6.4532 13.249 0.1961 0.0947 -0.3095
O -0.4679 -5.0652 17.122 -0.0823 -0.024 -0.107
O 9.8291 -0.5778 13.5983 0.104 0.0073 -0.0851
O 2.6797 -1.9438 15.4063 -0.0908 0.0132 -0.1912
O 5.8255 -0.2639 13.7698 0.0856 0.0583 -0.5055
O 1.3229 5.3341 14.8499 -0.1969 -0.2175 -0.2695
O 9.6941 1.4882 18.0575 0.0088 0.0116 0.0079
O 2.8391 1.3111 12.012 -0.0514 0.0588 -0.1246
O 9.1972 8.568 14.7418 0.0349 0.0599 -0.0334
O 5.0672 2.2934 20.6645 0.0989 -0.0587 0.2394
O 0.9964 -4.2751 21.5168 -0.0853 -0.1131 0.2558
O 8.1487 0.8517 -0.8466 0.0863 0.4047 0.5141
O 4.4043 -5.6994 17.8109 0.0709 0.0556 -0.1887
O 8.8467 3.5382 19.5103 -0.0511 -0.0056 0.0562
O 10.507 8.8541 12.4506 -0.0391 -0.1272 -0.0433
O 8.1193 -2.0441 -0.8455 0.1156 -0.1951 0.5392
O -0.4382 -0.7142 17.7519 0.0897 0.0838 -0.0235
O 6.489 -1.4431 15.9484 0.0152 0.1297 -0.2046
O 6.4374 4.8086 12.6114 -0.0438 0.3363 -0.3746
O -0.6752 0.306 20.1518 0.1058 0.0526 0.0294
O 3.5746 4.0625 19.5 0.0412 -0.0199 -0.0017
O 12.2033 4.8991 -0.8622 -0.056 0.1165 0.5758
O 8.9077 6.0671 15.6998 -0.1088 0.1773 -0.3786
O 5.7115 2.3345 23.3301 0.0079 0.1835 0.2171
O 0.7243 2.4495 20.8166 -0.0439 0.2392 0.3024
O 2.3468 7.4909 13.6252 -0.036 -0.2082 -0.6086
O 11.134 4.0554 13.2147 0.0092 0.026 -0.1434
O 3.1578 6.6558 20.042 -0.1374 0.0658 0.0158
O 12.7577 0.1831 15.846 -0.0557 -0.1718 -0.2338
O 7.1048 -2.7562 18.1064 -0.0447 -0.0117 -0.0777
O 11.6796 9.5515 14.8089 -0.244 -0.0979 -0.1898
O 6.1892 1.5382 15.6859 0.0006 -0.1664 -0.1263
O 12.4067 -0.4494 -1.8644 -0.1441 0.106 0.4491
O 6.2573 4.3134 19.4705 0.0486 -0.0489 0.0956
O 2.1205 3.1837 13.4343 -0.164 0.2359 -0.1357
O 1.7638 5.4226 18.139 0.0056 0.1402 -0.0586
O 6.0504 -4.3324 16.2905 0.0047 -0.0001 -0.1543
O 8.7841 -0.8669 19.0141 -0.0219 0.0022 0.0006
O 12.059 4.7616 21.9273 -0.0193 -0.0193 0.1051
O 10.2222 1.6885 12.5129 -0.0543 -0.2373 -0.1959
O -1.5915 4.1007 17.2019 -0.0519 0.106 -0.0301
O 7.982 -5.8296 20.7783 0.0718 -0.0757 0.0189
O 1.1988 1.2043 18.5148 -0.0202 -0.0612 0.0197
O 8.8337 -5.3491 18.3264 0.0043 -0.036 -0.0688
O 8.7469 -3.3319 20.0708 0.0385 -0.0484 0.0442
O 10.792 2.6946 23.0429 -0.1464 -0.1053 0.2645
O 4.297 -0.0842 16.1678 0.0988 0.0251 -0.2134
O 7.6768 2.9507 17.1989 -0.092 -0.0159 -0.0963
O 4.509 -2.4817 17.3445 0.014 0.0582 -0.1488
O 1.1202 -3.7187 18.8658 0.0506 -0.0359 0.026

Results
free energy: -115333.676 eV
free energy less fixed offsets of O -569.03, Si -635.61 eV per atom: 2.854 eV
pressure: -0.69 GPa
stress xx, yy, zz, yz, xz, xy (GPa, positive in tension): 0.01, 1.55, 0.51, -0.02, 0.08, 0.5

The program warned: the cutoff lies below the one the program advises for these potential files.
